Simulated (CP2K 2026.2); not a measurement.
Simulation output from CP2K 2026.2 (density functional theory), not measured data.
Periodic cell of 504 atoms, Si360O144, from a study of silicon, its oxide and their interface. The atomic structure is a simulated model.
Doubt: the forces sum to 1.82 eV/angstrom along one axis rather than to zero, so they err by at least 0.0036 eV/angstrom per atom on average; the grid cutoff is modest.

Settings: functional PBE; method Gaussian and plane waves; basis set DZVP-MOLOPT-SR-GTH; pseudopotentials GTH-PBE; grid cutoff 300 Ry, relative cutoff 40 Ry; k points Gamma only; occupations fixed; spin none; net charge 0.

Cell vectors (angstrom)
a 16.32 0 0
b 0 16.32 0
c -5.2868 5.1012 33.0077

Atoms and the computed forces on them: element, x, y, z (angstrom), force x, y, z (eV/angstrom)
Si 1.538 -1.568 0.032 -0.192 0.137 0.726
Si 3.814 1.428 0.265 0.216 -0.039 0.698
Si 1.747 3.776 0.161 -0.257 0.069 0.73
Si 4.397 6.545 0.02 -0.273 0.16 0.805
Si 1.288 -6.658 0.135 0.085 -0.104 0.752
Si 3.804 -3.8 -0.004 0.172 -0.153 0.718
Si 7.087 -1.599 0.035 -0.156 0.101 0.736
Si 10.033 0.794 -0.111 -0.086 0.179 0.747
Si 6.494 4.169 -0.106 0.319 -0.146 0.713
Si 9.243 7.208 -0.085 0.183 -0.366 0.703
Si 6.923 9.35 0.194 -0.116 0.116 0.735
Si -7.121 -3.887 0.107 0.15 -0.064 0.739
Si -4.1 -1.362 0.375 -0.015 0.021 0.509
Si -1.592 1.426 0.102 0.259 -0.099 0.722
Si -3.685 3.779 0.027 -0.239 0.114 0.743
Si -1.619 7.166 0.082 0.138 -0.242 0.738
Si -3.897 -6.924 0.042 -0.228 0.179 0.696
Si -1.854 -3.49 -0.025 0.136 -0.226 0.712
Si 2.603 -0.063 1.513 -0.01 -0.032 -0.046
Si 5.465 2.661 1.378 -0.005 0.017 -0.046
Si 2.812 5.434 1.394 0.007 0 -0.032
Si 5.419 8.109 1.435 -0.015 -0.004 -0.028
Si 2.695 -5.335 1.415 0.012 0.007 -0.043
Si 5.433 -2.707 1.309 -0.01 0.006 -0.033
Si 8.314 -0.073 1.313 -0.006 0.021 -0.081
Si -5.373 2.608 1.188 -0.006 0.008 -0.085
Si 8.188 5.389 1.092 -0.028 0.02 -0.072
Si -5.475 8.211 1.332 -0.001 0.005 -0.048
Si 8.097 10.903 1.474 -0.008 0.003 -0.036
Si -5.533 -2.793 1.485 -0.032 -0.012 -0.043
Si -2.72 0.035 1.596 0.012 -0.009 -0.044
Si 0.021 2.662 1.32 0.002 0.01 -0.024
Si -2.681 5.459 1.332 -0.002 0.024 -0.042
Si 0.018 8.183 1.408 -0.014 0.021 -0.06
Si -2.746 -5.299 1.272 0.029 -0.004 -0.033
Si -0.095 -2.646 1.343 0.01 -0.031 -0.052
Si 1.289 1.345 2.809 -0.018 0.019 0.033
Si 4.142 4.057 2.772 0.009 -0.016 0.02
Si 1.384 6.781 2.712 0.015 0.013 0.005
Si 4.045 9.534 2.716 0.001 0.017 0
Si 1.275 -4.022 2.739 -0.006 0 0.019
Si 4.105 -1.371 2.739 0 0.003 0.034
Si 6.906 1.32 2.644 -0.02 -0.042 0.003
Si 9.548 4.037 2.507 0.003 -0.001 0.004
Si 6.868 6.718 2.658 0.031 -0.023 0.038
Si 9.537 9.555 2.755 0.011 -0.008 0.014
Si 6.711 12.256 2.767 -0.018 -0.004 0.021
Si -6.815 -1.386 2.831 0.004 0.002 0.043
Si -4.117 1.419 2.806 -0.03 -0.006 0.052
Si -1.303 4.099 2.683 0.004 -0.028 0.02
Si -4.12 6.788 2.661 0.01 0.016 0.021
Si -1.365 -6.69 2.668 -0.012 -0.007 0.057
Si -4.105 -4.115 2.773 -0.012 -0.022 0.016
Si -1.318 -1.325 2.843 0.032 0.014 0.014
Si -0.01 0.021 4.214 -0.008 0.022 0.031
Si 2.724 2.713 4.091 0.011 0.011 0.002
Si 0.03 5.434 4.076 0.005 -0.011 0.015
Si 2.707 8.168 4.076 0.006 -0.011 0.005
Si -0.023 -5.415 4.109 0 0.002 0.019
Si 2.706 -2.706 4.089 -0.024 0.001 -0.021
Si 5.493 0.005 4.046 0.003 0.009 -0.004
Si 8.212 2.73 3.991 0.022 0.009 -0.005
Si 5.505 5.426 4.089 0.001 0.006 -0.002
Si 8.173 8.129 4.043 -0.015 0 -0.003
Si 5.398 10.863 4.11 -0.008 0.007 0.003
Si 8.103 -2.729 4.133 0.013 -0.014 -0.003
Si -5.445 0.007 4.14 -0.005 0.011 -0.013
Si -2.701 2.779 4.084 0.009 -0.001 -0.011
Si -5.467 5.4 3.986 -0.003 -0.014 0.006
Si -2.739 8.197 3.994 0.02 -0.001 -0.024
Si -5.436 -5.454 4.146 -0.017 0.009 0.023
Si -2.73 -2.724 4.106 0.009 -0.007 -0.019
Si 1.36 -1.348 16.319 0.012 0.002 -0.003
Si 4.076 1.33 16.345 0 -0.017 -0.012
Si 1.356 4.076 16.33 -0.002 -0.005 -0.001
Si 4.105 6.809 16.32 -0.005 0.021 -0.001
Si 1.37 -6.77 16.284 -0.001 0.007 -0.017
Si 4.08 -4.08 16.284 0.007 0 -0.01
Si 6.794 -1.356 16.332 -0.015 0.001 -0.013
Si -6.803 1.361 16.331 0.008 -0.002 -0.008
Si 6.797 4.059 16.327 -0.009 0.001 -0.006
Si -6.797 6.795 16.312 -0.005 0.005 -0.013
Si 6.809 9.49 16.31 -0.001 -0.009 -0.011
Si -6.794 -4.078 16.335 0.002 -0.002 -0.002
Si -4.085 -1.367 16.338 0.002 0.01 -0.007
Si -1.377 1.362 16.325 0.003 -0.004 -0.014
Si -4.104 4.065 16.319 -0.013 -0.008 -0.01
Si -1.355 6.806 16.292 0.003 0.009 -0.016
Si -4.086 9.516 16.293 0.002 -0.007 -0.014
Si -1.346 -4.033 16.329 -0.001 0.014 -0.006
Si 2.692 -0.009 17.721 0.011 0.005 0.002
Si 5.467 2.663 17.688 0.001 -0.003 0.004
Si 2.728 5.459 17.653 0.002 -0.004 0.015
Si 5.478 8.139 17.713 0.024 -0.002 -0.007
Si 2.745 -5.437 17.654 -0.016 0.002 -0.002
Si 5.408 -2.721 17.657 0.009 -0.007 0.013
Si 8.174 -0.009 17.693 -0.016 0.006 -0.011
Si -5.476 2.731 17.712 0.009 0.001 -0.003
Si 8.147 5.445 17.667 0.01 0.006 -0.008
Si -5.417 8.138 17.665 -0.012 0.006 0.019
Si 8.171 10.844 17.654 0.005 -0.005 -0.003
Si -5.447 -2.712 17.721 -0.009 0.004 0.01
Si -2.729 -0.003 17.689 -0.006 0.005 0
Si -0.016 2.711 17.69 -0.003 -0.014 0
Si -2.707 5.42 17.629 0.005 0.007 -0.02
Si -0.017 -8.103 17.617 -0.002 -0.003 -0.008
Si -2.754 -5.399 17.62 0.013 -0.006 -0.033
Si 0.032 -2.685 17.715 -0.007 0.005 0.016
Si 1.31 1.355 19.082 0.02 -0.026 -0.015
Si 4.083 4.043 18.973 -0.01 0.02 -0.027
Si 1.363 6.887 18.951 0.033 -0.009 -0.045
Si 4.122 -6.775 19.016 -0.002 0.005 -0.004
Si 1.425 -4.076 19.038 -0.005 0.012 -0.033
Si 4.043 -1.401 19.065 -0.025 0.007 -0.024
Si 6.843 1.32 19.093 -0.006 0.017 -0.006
Si -6.849 4.12 19.065 0.011 -0.024 -0.021
Si 6.828 6.758 19.098 -0.01 0.007 -0.007
Si -6.786 9.485 19.021 -0.004 -0.003 -0.031
Si 6.787 -4.101 18.959 -0.001 -0.018 -0.061
Si 9.506 -1.352 19.091 0.002 0.004 -0.01
Si -4.112 1.345 19.041 -0.009 -0.007 -0.027
Si -1.384 4.081 19.025 -0.006 0.008 -0.001
Si -4.027 6.767 18.998 -0.012 0.026 -0.011
Si -1.388 -6.721 18.954 0.001 0.008 -0.026
Si -4.091 -4.103 19.05 -0.001 -0.014 -0.015
Si -1.343 -1.313 19.075 0.006 0.007 -0.029
Si -0.036 0.07 20.537 -0.049 0.011 0.027
Si 2.663 2.767 20.354 -0.012 0 0.07
Si -0.038 5.537 20.268 -0.01 0.012 0.048
Si 2.755 8.213 20.343 -0.031 0 0.043
Si -0.012 -5.398 20.323 0.004 0.01 0.058
Si 2.742 -2.769 20.509 0.002 -0.003 0.039
Si 5.443 -0.076 20.397 0.006 -0.009 0.032
Si 8.162 2.746 20.482 -0.008 -0.002 0.038
Si 5.456 5.327 20.384 0.011 -0.021 0.056
Si 8.233 8.102 20.437 0.014 0.008 0.058
Si 5.468 -5.421 20.379 0.006 0.017 0.059
Si 8.112 -2.769 20.346 -0.022 0.01 0.063
Si -5.478 0.018 20.471 -0.007 0.035 0.044
Si -2.763 2.739 20.383 -0.008 0.023 0.061
Si -5.4 5.437 20.375 0.002 -0.013 0.042
Si -2.715 -8.096 20.299 -0.005 -0.012 0.043
Si -5.455 -5.459 20.408 -0.014 -0.022 0.055
Si -2.695 -2.764 20.364 0.025 0.008 0.051
Si 1.086 -1.615 21.74 0.156 0.159 -0.735
Si 4.199 1.502 21.579 -0.202 -0.129 -0.729
Si 1.526 4.458 21.566 -0.027 -0.228 -0.714
Si 3.847 6.526 21.538 0.101 0.096 -0.784
Si 1.193 -6.903 21.622 0.238 0.186 -0.64
Si 4.375 -3.918 21.839 -0.231 -0.084 -0.703
Si 6.576 -1.678 21.73 0.018 0.156 -0.719
Si -6.562 1.656 21.809 -0.064 -0.169 -0.69
Si 6.468 3.712 21.831 0.285 0.35 -0.702
Si -6.429 7.004 21.746 -0.239 -0.08 -0.683
Si 7.038 -6.61 21.64 -0.105 -0.201 -0.72
Si 9.225 -4.347 21.663 0.186 0.13 -0.708
Si -3.831 -1.183 21.621 -0.322 -0.208 -0.688
Si -1.717 1.233 21.828 0.465 0.249 -0.554
Si -4.309 3.866 21.725 0.049 0.086 -0.684
Si -1.074 7.178 21.577 -0.232 -0.251 -0.675
Si -4.275 -7.025 21.689 0.131 0.143 -0.701
Si -1.114 -3.859 21.72 -0.149 -0.186 -0.753
Si -8.01 -0.143 23.957 -0.024 0.018 -0.114
Si -7.611 -1.661 -4.46 0.028 0.007 -0.026
Si 1.72 -2.896 25.865 0.071 -0.091 -0.04
Si 1.184 6.772 25.915 -0.003 -0.012 0.011
Si 3.052 6.383 -6.265 0.111 -0.076 0.104
Si 4.763 4.994 -3.942 -0.063 -0.001 -0.068
Si -6.71 7.913 -2.973 -0.026 -0.032 0.163
Si 5.783 7.752 23.694 0.175 0.046 -0.215
Si -5.685 -5.61 -2.178 0.03 -0.022 0.05
Si -2.659 1.712 24.709 0.063 -0.017 -0.165
Si 1.097 3.068 24.123 -0.028 0.007 -0.042
Si -3.275 4.634 24.566 -0.014 -0.058 -0.019
Si -5.484 3.679 -6.556 0.056 -0.01 0.052
Si 6.056 3.799 24.81 0.086 -0.107 -0.184
Si -2.308 -5.829 23.836 0.004 0.067 -0.192
Si -6.026 -1.673 25.847 -0.11 0.043 -0.017
Si -0.624 -4.914 -4.704 0.118 -0.048 -0.055
Si -1.312 7.782 24.355 -0.136 -0.036 0.011
Si 5.222 -5.616 -2.154 -0.102 -0.015 0.075
Si -7.697 -5.552 -6.659 0.011 -0.004 0.044
Si 6.578 2.67 -2.961 -0.091 0.105 0.169
Si 2.593 -5.305 24.031 0.061 0.005 -0.102
Si -6.371 -7.038 25.425 0.009 -0.026 0.111
Si 2.099 4.273 -2.712 0.049 0.047 0.053
Si 1.57 1.435 -3.973 -0.081 -0.023 0.026
Si -4.844 -3.258 -4.152 -0.03 -0.04 0.106
Si -6.733 -4.304 24.568 0.084 0.094 -0.132
Si -1.064 -2.041 25.896 -0.145 -0.037 -0.089
Si -0.303 -0.317 -2.235 0.031 -0.039 0.157
Si -3.965 7.204 25.945 0.015 -0.012 -0.205
Si 4.608 -0.601 -6.824 0.018 0.137 -0.014
Si -3.319 5.795 -6.729 0.153 -0.149 0.009
Si -2.067 -2.156 -4.149 0.01 0.059 0.05
Si 1.171 6.785 -4.064 0.031 0.083 0.217
Si -3.556 -1.092 24.473 0.078 -0.013 -0.071
Si 3.17 -7.917 -2.135 0.047 0.034 -0.012
Si 1.91 -3.67 -3.889 -0.153 -0.105 -0.009
Si -0.057 -4.876 -1.966 0.041 0.009 0.034
Si -4.111 6.798 -4.121 0.006 -0.052 0.091
Si 8.048 4.259 -6.298 -0.067 0.071 -0.227
Si -2.853 -0.166 -6.176 0.052 0.16 -0.171
Si -7.177 1.14 -3.139 0.074 -0.046 0.099
Si 3.284 4.512 25.494 -0.047 -0.003 0.076
Si 6.075 0.979 25.901 -0.085 0.059 -0.126
Si 6.874 -4.193 -4.535 0.014 -0.008 0.056
Si -3.453 4.294 -2.903 0.036 0 0.043
Si -4.327 1.856 -4.44 -0.116 0.081 0.086
Si 3.359 -1.042 -4.068 -0.056 -0.044 0.066
Si 5.315 -0.072 -2.054 0.028 0.011 0.096
Si -1.545 6.503 -2.852 -0.006 -0.061 -0.009
Si 7.06 6.715 -4.521 0.088 0.014 0.076
Si -7.754 6.779 24.389 0.036 -0.009 0.03
Si 2.211 0.433 23.697 -0.002 -0.08 -0.166
Si 4.14 -4.506 -5.717 -0.1 -0.025 -0.071
Si 1.387 -1.352 5.494 0.014 -0.001 0.01
Si 4.111 1.352 5.419 0.008 0.011 -0.001
Si 1.377 4.083 5.449 -0.009 -0.014 0.016
Si 4.105 6.805 5.412 -0.001 -0.003 -0.01
Si 1.346 9.522 5.441 -0.005 0.005 0.005
Si 4.039 12.23 5.457 0 -0.003 0.002
Si 6.78 -1.348 5.475 -0.004 -0.005 0.007
Si 9.513 1.387 5.443 -0.012 0.001 0.007
Si 6.851 4.054 5.417 0.004 -0.011 0.021
Si 9.527 6.767 5.397 0.01 -0.008 0.004
Si 6.801 9.494 5.415 0.011 -0.01 0.005
Si 9.5 12.236 5.46 0.003 0.011 0.021
Si -4.075 -1.357 5.47 0 0.013 0.017
Si -1.392 1.4 5.488 -0.014 0 0.017
Si -4.09 4.114 5.417 -0.003 0 0.011
Si -1.367 6.829 5.377 -0.016 0.008 0
Si -4.069 -6.827 5.453 0.018 -0.001 0.002
Si -1.375 -4.073 5.475 0 0.003 0.001
Si 2.757 0.011 6.819 0 -0.005 -0.002
Si 5.464 2.715 6.781 0 -0.002 0.004
Si 2.741 5.452 6.787 0.002 -0.007 0.001
Si 5.444 8.156 6.794 -0.003 0 0
Si 2.699 10.871 6.819 -0.002 -0.007 0.004
Si 5.416 -2.724 6.809 -0.008 0.007 -0.001
Si 8.153 0.021 6.808 -0.005 0.006 -0.001
Si 10.888 2.738 6.793 0.005 -0.004 -0.004
Si 8.18 5.427 6.788 -0.004 0.003 0
Si 10.881 8.126 6.784 0.002 -0.009 0.005
Si 8.149 10.857 6.797 0.004 -0.002 -0.002
Si 10.867 -2.717 6.811 -0.001 -0.008 -0.008
Si -2.732 0.012 6.832 0.003 0.004 0
Si 0.004 2.743 6.818 0 0.002 0.002
Si -2.724 5.476 6.768 -0.005 0.002 -0.004
Si -0.016 8.157 6.785 0.008 0.004 -0.003
Si -2.725 -5.451 6.817 -0.005 -0.006 0.002
Si 0.002 -2.717 6.824 -0.007 0.005 0.002
Si 1.372 1.372 8.16 0.002 0.009 -0.003
Si 4.097 4.081 8.141 0.006 0.003 -0.004
Si 1.361 6.803 8.143 0 0.006 -0.009
Si 4.081 9.513 8.159 -0.006 0.001 -0.007
Si 1.352 -4.084 8.182 0.001 -0.005 -0.002
Si 4.085 -1.36 8.186 -0.006 -0.002 0.004
Si 6.796 1.365 8.173 -0.002 -0.007 -0.001
Si 9.531 4.083 8.165 0.004 0.005 -0.002
Si 6.807 6.789 8.143 0.001 -0.005 -0.004
Si 9.522 9.5 8.145 -0.009 -0.005 -0.005
Si 6.792 -4.089 8.153 -0.001 -0.007 -0.009
Si 9.514 -1.348 8.163 0.009 0.006 -0.003
Si -4.093 1.374 8.172 -0.002 -0.01 0.004
Si -1.368 4.111 8.149 0 -0.005 -0.008
Si -4.076 6.8 8.164 0.006 0.006 0
Si -1.358 -6.805 8.168 -0.005 -0.002 0
Si -4.091 -4.085 8.163 0.004 0.006 -0.005
Si -1.358 -1.349 8.174 0.001 0.007 -0.003
Si 0.009 0.012 9.521 0.007 -0.009 -0.001
Si 2.731 2.731 9.515 -0.001 -0.003 -0.005
Si 0.003 5.452 9.516 -0.004 0.003 -0.004
Si 2.718 8.156 9.515 -0.001 0.005 0.002
Si -0.005 -5.445 9.534 0 -0.002 -0.002
Si 2.716 -2.719 9.533 -0.002 0.005 0.001
Si 5.446 0.001 9.537 0.003 -0.002 0
Si 8.164 2.723 9.523 -0.007 -0.003 -0.003
Si 5.448 5.436 9.51 0 -0.001 0
Si 8.161 8.15 9.51 0.004 -0.004 -0.004
Si 5.437 -5.444 9.519 -0.008 -0.001 -0.001
Si 8.155 -2.721 9.512 0 0.008 -0.009
Si -5.449 0.006 9.528 -0.005 0.007 0.001
Si -2.718 2.737 9.513 -0.004 0.003 -0.003
Si -5.432 5.439 9.525 0.011 -0.005 0.002
Si -2.72 8.16 9.527 -0.002 0.005 0
Si -5.448 -5.449 9.515 0.007 -0.003 -0.006
Si -2.727 -2.719 9.518 0.001 -0.004 -0.003
Si 1.358 -1.35 10.884 -0.005 -0.003 0.002
Si 4.08 1.367 10.884 -0.006 -0.003 0.001
Si 1.362 4.086 10.875 0.002 0.001 -0.003
Si 4.083 6.793 10.871 -0.002 -0.009 -0.006
Si 1.364 9.516 10.883 0.002 0.003 0.001
Si 4.083 -4.082 10.882 0 0.002 0
Si 6.805 -1.365 10.888 -0.005 -0.001 0.004
Si 9.513 1.36 10.889 0.001 -0.004 0.006
Si 6.8 4.079 10.879 0.001 0.001 -0.003
Si 9.521 6.798 10.876 0 0.003 0.004
Si 6.802 9.513 10.871 0.003 0.004 -0.005
Si 9.518 -4.08 10.873 -0.004 -0.008 -0.003
Si -4.084 -1.358 10.879 0 0.006 0
Si -1.357 1.374 10.874 0.001 0.005 -0.004
Si -4.077 4.079 10.885 -0.002 -0.001 0.003
Si -1.354 6.805 10.886 -0.003 0.008 0.002
Si -4.083 9.522 10.88 0.009 -0.005 0.004
Si -1.368 -4.076 10.88 0.002 -0.002 0
Si 2.719 0.008 12.244 0.004 -0.002 0.005
Si 5.44 2.722 12.246 0.007 -0.001 -0.002
Si 2.726 5.437 12.24 -0.004 0.004 0
Si 5.444 8.151 12.231 -0.006 -0.001 0.004
Si 2.721 10.882 12.239 -0.004 -0.002 0.005
Si 5.444 -2.726 12.244 -0.005 -0.001 0.004
Si 8.159 -0.003 12.252 -0.001 0 0.002
Si 10.88 2.716 12.242 0.002 -0.002 0.002
Si 8.163 5.434 12.233 -0.002 -0.004 0.002
Si 10.877 8.161 12.237 0.001 0.004 0
Si 8.158 10.88 12.23 0 0 0.007
Si 10.877 -2.719 12.242 0.005 0.002 0.005
Si -2.721 0.008 12.229 0.005 0.001 -0.001
Si 0.003 2.726 12.241 0.001 -0.002 0.004
Si -2.716 5.44 12.24 -0.001 -0.003 0
Si 0.007 8.163 12.25 0 0.005 0.004
Si -2.724 -5.436 12.239 -0.004 0.002 0.001
Si -0.009 -2.708 12.233 0.002 -0.001 0.003
Si 1.361 1.366 13.607 -0.001 -0.007 0.007
Si 4.078 4.075 13.611 -0.006 0.002 -0.001
Si 1.373 6.798 13.603 0.007 -0.005 0.001
Si 4.087 9.517 13.587 0.001 0.007 0.002
Si 1.356 -4.065 13.583 -0.009 0.008 0.001
Si 4.082 -1.36 13.593 0.007 -0.001 0.001
Si 6.794 1.358 13.607 -0.011 -0.004 0.005
Si 9.517 4.074 13.596 0.004 -0.004 0.004
Si 6.802 6.787 13.592 0.009 0.003 0.003
Si 9.517 9.525 13.591 -0.004 -0.001 0.001
Si 6.808 -4.085 13.604 -0.005 -0.006 0.003
Si 9.519 -1.362 13.613 -0.005 0.005 0.009
Si -4.084 1.352 13.6 -0.001 0.006 -0.002
Si -1.363 4.079 13.603 -0.003 0.004 0.006
Si -4.085 6.796 13.592 0.004 0.007 0.004
Si -1.357 9.533 13.598 0.001 0 0.007
Si -4.078 -4.075 13.602 0.01 -0.01 0.008
Si -1.365 -1.344 13.596 -0.001 0.002 -0.001
Si -0.006 0.01 14.963 -0.007 0.005 0
Si 2.724 2.711 14.981 0.004 -0.001 0.01
Si 0.009 5.434 14.954 0 0.007 0
Si 2.737 8.166 14.956 -0.002 -0.002 -0.005
Si -0.004 -5.407 14.952 0.009 0.002 0.001
Si 2.713 -2.71 14.947 -0.004 0 -0.004
Si 5.434 -0.008 14.964 -0.006 0.003 -0.001
Si 8.161 2.714 14.961 -0.003 0.004 -0.009
Si 5.446 5.431 14.963 0.005 -0.003 0.001
Si 8.166 8.148 14.943 -0.002 0.008 0
Si 5.449 10.865 14.953 -0.004 -0.008 0.002
Si 8.158 -2.722 14.975 0.004 -0.002 0.003
Si -5.439 -0.001 14.975 0.01 -0.007 -0.004
Si -2.732 2.716 14.959 -0.001 -0.006 -0.004
Si -5.445 5.433 14.952 -0.001 0.002 -0.002
Si -2.722 8.161 14.939 -0.002 -0.005 -0.006
Si -5.446 -5.433 14.953 -0.003 0.003 0.001
Si -2.72 -2.703 14.959 0.001 0.008 0.002
O -0.017 -2.739 22.201 -0.027 0.075 0.089
O 7.339 0.363 25.126 -0.131 -0.232 0.221
O -5.105 -0.324 -0.462 0.213 -0.338 -0.355
O -6.94 1.232 -1.535 -0.07 0.131 -0.131
O 5.456 5.386 -0.422 -0.095 -0.001 -0.468
O -1.731 6.894 23.054 -0.294 -0.34 0.181
O 6.843 4.025 23.399 0.534 0.264 0.213
O -3.539 4.6 22.967 0.243 0.354 -0.069
O 0.16 -5.795 -0.67 -0.287 -0.043 0.302
O 7.52 -2.741 -4.166 -0.168 0.157 0.331
O 1.056 1.556 23.543 -0.663 -0.103 0.054
O -5.418 2.758 22.269 0.108 -0.012 0.402
O -6.572 -3.7 23.078 0.118 0.611 0.168
O 3.846 -4.701 23.182 0.119 -0.049 0.33
O -2.592 2.624 -0.38 0.18 0.113 -0.226
O -6.534 -4.662 -1.188 0.081 0.209 -0.276
O 4.254 0.491 -0.983 -0.423 -0.367 -0.355
O 2.815 2.606 -0.277 0.08 -0.133 -0.346
O 1.276 5.222 -3.695 -0.242 -0.242 -0.141
O 2.228 -7.271 -1.018 0.235 0.028 0.009
O 6.797 3.413 -1.524 0.137 -0.225 -0.207
O -1.199 0.569 -1.22 -0.08 -0.193 -0.156
O 3.914 -1.304 -5.559 -0.19 -0.469 -0.291
O -1.941 4.915 -3.003 0.359 -0.511 -0.256
O -6.914 6.232 23.111 0.183 -0.707 0.101
O 4.197 -6.778 -2.695 0.011 0.029 -0.404
O -5.77 1.404 -3.884 0.033 -0.101 0.021
O -1.883 -1.272 -5.511 0.474 -0.21 -0.274
O 1.663 6.871 -5.59 -0.406 0.08 -0.392
O 2.683 5.504 22.072 0.168 -0.009 0.612
O 0.891 -0.972 -1.345 0.09 0.1 -0.39
O 8.028 -8.045 -0.346 0.099 0.148 -0.626
O -1.186 -6.98 23.917 0.313 -0.054 0.14
O 7.072 2.965 -6.334 -0.012 -0.016 0.378
O -6.659 -6.791 -2.743 -0.123 0.318 -0.285
O -6.451 7.066 -1.599 0.347 -0.291 -0.211
O 6.505 -0.855 -1.293 0.137 0.2 -0.289
O 6.338 -7.236 22.969 -0.128 0.242 0.351
O 1.284 1.825 -5.492 -0.234 0.078 0.061
O 2.964 -6.327 25.225 0.019 -0.445 -0.158
O 1.666 -6.124 22.982 -0.169 -0.207 0.456
O 4.614 7.095 22.835 -0.288 -0.226 0.31
O 5.469 -2.767 22.293 0.159 0.07 0.331
O 1.713 -0.981 23.107 0.357 -0.026 0.351
O -4.255 5.785 25.179 -0.425 -0.079 0.048
O 6.648 7.753 -5.675 -0.602 0.033 0.035
O -4.421 -1.584 25.729 0.331 -0.045 0.537
O -1.784 5.024 25.11 0.317 0.454 -0.149
O -4.191 -1.731 23.124 -0.237 -0.412 0.19
O 5.571 2.265 25.05 -0.255 -0.161 -0.332
O 4.369 -4.461 -1.389 0.22 -0.016 -0.149
O -5.083 -7.959 25.738 0.146 0.016 0.156
O -5.334 8.146 22.201 -0.162 -0.004 0.182
O -5.883 -5.696 24.647 0.76 -0.113 -0.053
O 5.532 0.62 -6.258 -0.035 0.001 0.695
O 7.003 6.731 23.981 -0.1 -0.489 0.057
O 1.867 -4.048 24.743 -0.543 -0.02 0.046
O -1.716 1.858 23.368 0.126 0.502 0.179
O -2.06 4.777 -6.39 0.1 0.017 0.356
O -7.369 -7.98 24.563 -0.47 0.064 -0.065
O 8.058 -5.106 -5.199 0.357 -0.126 0.245
O -4.729 5.052 -6.882 -0.184 0.224 -0.205
O -0.572 -5.688 -3.267 -0.084 -0.468 -0.188
O 5.669 -4.005 -5.597 0.21 0.131 -0.392
O 8.151 -5.506 22.103 0.066 0.172 0.262
O 0.187 8.167 21.927 0.307 0.087 0.043
O 5.851 1.23 -2.835 -0.077 -0.1 -0.4
O -8.116 7.405 -3.605 -0.242 0.261 0.228
O -3.609 -2.329 -3.636 -0.125 0.329 0.274
O 1.33 -4.146 -2.437 0.292 0.101 0.319
O -7.954 -7.124 -6.969 0.528 -0.544 -0.041
O 2.113 -2.06 -3.834 -0.337 0.308 -0.034
O 5.686 3.638 -3.926 0.297 -0.044 -0.575
O 8.061 2.295 -3.528 0.205 0.261 -0.303
O -2.705 -5.49 25.351 -0.4 -0.277 0.23
O -4.474 2.706 -5.793 0.284 0.11 -0.2
O 8.144 -2.76 -0.463 -0.034 -0.272 -0.342
O -1.184 -1.444 -2.988 0.038 -0.28 0.151
O -1.218 -3.852 -1.491 -0.105 0.166 -0.126
O 4.582 -1.157 -3.013 0.096 -0.661 -0.072
O 2.716 -2.633 -0.4 0.009 0.12 -0.251
O 8.041 -4.696 24.874 -0.431 0.219 -0.454
O 3.93 7.686 -6.601 0.605 -0.094 0.106
O -6.135 -5.212 -6.88 -0.065 -0.635 0.066
O -7.34 1.08 23.127 -0.014 0.251 0.176
O 3.655 4.735 -2.783 0.167 0.108 0.526
O -3.709 0.521 24.437 -0.637 0.152 -0.103
O -7.679 -1.156 -6 0.052 -0.087 0.065
O -6.338 -3.253 25.734 0.198 -0.257 0.556
O -7.443 5.936 25.745 0.304 0.04 0.158
O 0.672 4.014 22.886 -0.479 0.031 0.289
O -3.523 2.75 -3.357 0.205 -0.336 -0.008
O -3.025 -2.374 -0.394 0.001 -0.08 -0.193
O 3.369 -4.217 -4.316 0.402 0.039 0.357
O -2.027 -1.584 24.673 0.139 -0.033 -0.431
O -6.199 -2.379 -4.142 -0.105 0.268 0.279
O -4.454 -3.674 -5.654 0.569 -0.158 -0.13
O -2.695 -0.059 21.937 0.112 -0.085 -0.264
O -4.013 -0.93 -6.974 -0.169 -0.038 0.229
O 2.622 3.382 24.547 0.308 -0.383 -0.062
O 2.196 7.753 -3.251 0.045 0.154 -0.142
O 0.474 -1.972 25.417 0.038 0.405 -0.71
O -0.993 6.704 -1.347 0.635 -0.245 -0.096
O -1.784 1.319 26.002 0.036 0.088 0.146
O -0.404 7.1 -3.845 0.082 0.551 -0.404
O 6.224 -6.297 -1.096 0.267 -0.074 -0.225
O -4.394 5.212 -3.855 -0.22 -0.302 -0.197
O -2.497 7.717 25.466 0.114 0.274 0.365
O -2.949 7.297 -3.097 -0.007 0.781 -0.019
O -5.486 7.603 -3.985 -0.037 0.284 -0.452
O 0.183 3.382 25.403 0.174 -0.357 0.142
O 3.969 7.219 -1.393 -0.07 -0.113 -0.202
O -6.826 3.866 -5.705 0.131 -0.214 0.653
O 3.559 0.834 22.913 0.522 -0.344 0.403
O 2.844 0.466 -3.925 0.223 0.31 -0.045
O 5.086 8.108 25.079 -0.603 -0.064 -0.008
O 5.318 2.58 22.052 0.029 -0.027 0.271
O -7.737 -0.335 -3.531 -0.35 -0.135 0.176
O -6.8 -0.965 24.622 0.22 -0.06 -0.214
O -1.117 -5.992 -5.794 -0.419 0.011 0.225
O 1.415 4.493 -1.264 -0.536 0.555 -0.238
O 1.941 2.745 -3.141 0.171 -0.043 0.351
O 0.297 0.684 -3.343 -0.355 0.069 -0.244
O 7.417 -1.065 22.978 -0.015 -0.109 0.264
O -1.602 -3.652 -4.541 -0.294 -0.038 -0.177
O -4.083 4.435 -1.413 -0.434 0.259 -0.055
O 2.435 5.89 25.385 0.367 0.388 -0.145
O -1.711 -4.53 23.083 -0.005 0.339 0.502
O 4.035 -6.106 -5.894 -0.224 -0.077 0.667
O 3.939 5.351 -5.33 -0.085 -0.402 0.027
O 6.186 -4.956 -3.275 0.061 -0.025 -0.172
O 4.762 4.767 24.902 0.053 0.469 -0.024
O 2.494 0.381 25.265 -0.353 0.266 0.329
O -3.471 3.083 25.031 -0.331 -0.313 0.337
O 0.85 -4.253 -4.987 0.184 0.094 -0.499
O 5.755 6.262 -3.652 -0.055 0.107 0.219
O -3.435 0.594 -4.869 0.165 -0.086 0.468
O 7.521 5.371 -5.275 0.088 -0.229 0.189
O -3.582 -6.387 23.016 -0.348 -0.138 0.269
O 0.173 7.337 24.795 0.235 0.169 -0.38
O -5.063 -4.628 -3.304 0.013 -0.08 -0.137
O -3.495 6.934 -5.602 0.307 0.557 -0.088
O -4.48 -6.325 -1.361 0.108 0.176 -0.408
O -2.756 -8.042 -0.302 -0.107 0.17 -0.01

Results
total energy: -101655.730 eV
total energy less fixed offsets of O -438.25, Si -107.07 eV per atom: -2.530 eV
